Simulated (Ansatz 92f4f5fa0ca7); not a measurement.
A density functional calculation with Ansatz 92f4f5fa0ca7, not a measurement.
Periodic cell of 237 atoms, Si145O90As2, from a study of silicon, its oxide and their interface. The atomic structure is a simulated model.
Doubt: the cutoff is far below the 930 eV that the study's wrapper takes by default for these files, so forces and energies are approximate.
This geometry differs little from another in the collection (a relaxation step or a small displacement).

Settings
functional: PBE
potential files: Ansatz PAW
basis: plane waves
wave-function cutoff: 580 eV
density cutoff ratio: 5
exchange-correlation grid ratio: 1
k mesh: 1 x 1 x 1, Gamma-centred
self-consistency stop: 5e-08 eV per atom in the density residual
occupations: fixed
spin: none
net charge: 0

Cell vectors (angstrom)
a, 11.6015, 0, 0
b, 0, 10.938, 0
c, 0, 0, 32.0622

Atoms and the computed forces on them: element, x, y, z (angstrom), force x, y, z (eV/angstrom)
Si, -0.193, -0.0677, 23.2746, -0.0022, 0.0085, -0.0032
Si, 3.6723, 0.1992, 23.1136, 0.0022, 0.0037, -0.0018
Si, 7.556, -0.136, 23.4479, -0.0048, 0.0102, -0.0024
Si, 1.6886, 1.3739, 23.4173, -0.0004, -0.0104, -0.0121
Si, 5.7362, 1.4037, 23.1908, 0.0004, -0.01, -0.0134
Si, 9.4466, 1.2273, 23.3662, 0.0039, -0.0003, -0.0026
Si, 0.1623, 5.3114, 23.4609, -0.0108, 0.002, -0.0104
Si, 4.1231, 5.2965, 23.3948, 0.0079, 0.0011, -0.0102
Si, 8.0343, 5.608, 23.5429, -0.0024, -0.0056, -0.0086
Si, 2.1594, 6.5832, 23.3709, -0.0018, 0.0019, -0.004
Si, 5.968, 6.7684, 23.4804, -0.0005, -0.0039, -0.0064
Si, 10.0116, 6.8668, 23.5938, 0.0097, -0.0015, -0.0074
Si, 1.9036, 2.6664, 25.3812, 0.003, 0.0015, -0.0024
Si, 5.8321, 2.6549, 25.2552, 0.0048, -0.0016, -0.0106
Si, 9.6312, 2.6868, 25.2658, -0.0019, -0.0054, -0.0073
Si, 11.598, 4.006, 25.3884, 0.0033, 0.0045, 0.0015
Si, 3.8939, 3.9718, 25.3216, -0.0033, 0.0053, 0.0056
Si, 7.7429, 4.0919, 25.3418, 0.0023, 0.0122, 0.0101
Si, 1.9735, 8.1477, 25.1962, 0.0026, 0.0004, 0.0016
Si, 5.776, 8.1675, 25.3645, -0.0012, 0.0016, 0.0085
Si, 9.7115, 8.2638, 25.4257, -0.0059, -0.0045, 0.0092
Si, 11.6405, 9.5591, 25.2639, -0.0012, 0.0031, -0.0075
Si, 3.8653, 9.5851, 25.079, 0.0047, 0.0038, -0.0148
Si, 7.6904, 9.5202, 25.4089, 0.0066, 0.0007, -0.0021
Si, 11.6516, -0.0107, 27.2063, -0.0079, -0.0025, -0.0008
Si, 3.9021, -0.055, 27.1245, 0.0036, 0.0016, -0.011
Si, 7.7593, -0.0168, 27.2863, 0.0034, -0.0117, 0.0048
Si, 1.9867, 1.3117, 27.2773, 0.0019, 0.0015, 0.0083
Si, 5.8292, 1.321, 27.2061, -0.0043, -0.0006, -0.0042
Si, 9.6963, 1.3303, 27.2098, 0.0008, 0.0005, -0.005
Si, 11.5929, 5.4705, 27.2393, -0.0001, -0.0008, 0.0057
Si, 3.8472, 5.4201, 27.2154, -0.0042, 0.0016, 0.008
Si, 7.7127, 5.4612, 27.2645, 0.0017, -0.0079, 0.0069
Si, 1.9387, 6.8246, 27.1821, -0.0026, -0.0072, -0.0083
Si, 5.7595, 6.7979, 27.2729, 0.0074, -0.0021, 0.0064
Si, 9.6554, 6.816, 27.2801, -0.0086, 0.0064, 0.003
Si, 1.947, 2.7226, 29.1749, -0.033, 0.0051, -0.0197
Si, 5.7927, 2.7101, 29.1393, 0.0062, 0.0004, 0.0276
Si, 9.6821, 2.7241, 29.1422, -0.0113, -0.0046, 0.0224
Si, 0.0128, 4.096, 29.165, 0.0001, -0.0091, -0.0045
Si, 3.8658, 4.0865, 29.1684, 0.0258, 0.0112, -0.0057
Si, 7.7303, 4.0772, 29.1755, 0.0104, -0.007, -0.0206
Si, 1.943, 8.1856, 29.1357, 0.0033, -0.0018, 0.0166
Si, 5.7898, 8.1919, 29.1787, 0.0223, 0.0001, -0.0415
Si, 9.6731, 8.2035, 29.1887, 0.0121, -0.0194, -0.0516
Si, 0.0105, 9.5596, 29.1471, 0.001, 0.0112, 0.0321
Si, 3.8731, 9.5652, 29.119, -0.0222, 0.0296, 0.068
Si, 7.7336, 9.5449, 29.195, -0.0152, 0.0074, -0.0227
Si, 0, 0, 31.0965, 0.0313, 0.0012, -0.0939
Si, 3.8672, 0, 31.0965, -0.0187, -0.0006, -0.223
Si, 7.7343, 0, 31.0965, -0.0413, 0.059, 0.1283
Si, 1.9336, 1.3673, 31.0965, -0.0105, -0.0923, 0.1092
Si, 5.8008, 1.3673, 31.0965, -0.0058, -0.0067, -0.1248
Si, 9.6679, 1.3673, 31.0965, 0.0059, -0.0593, -0.1004
Si, 0, 5.469, 31.0965, 0.0138, -0.029, -0.0114
Si, 3.8672, 5.469, 31.0965, 0.0241, 0.0348, -0.0014
Si, 7.7343, 5.469, 31.0965, -0.0213, -0.0296, 0.0009
Si, 1.9336, 6.8362, 31.0965, -0.0086, -0.0224, -0.1017
Si, 5.8008, 6.8362, 31.0965, -0.0389, -0.0915, 0.1263
Si, 9.6679, 6.8362, 31.0965, 0.0542, -0.1312, 0.1384
Si, 1.9336, 2.7345, 0.9679, -0.0011, 0.0152, 0.1161
Si, 5.8008, 2.7345, 0.9679, -0.0476, 0.0045, -0.1794
Si, 9.6679, 2.7345, 0.9679, 0.0156, 0.0203, 0.0494
Si, 0, 4.1018, 0.9679, -0.0958, -0.0101, -0.1476
Si, 3.8672, 4.1018, 0.9679, 0.0085, 0.0105, 0.0728
Si, 7.7343, 4.1018, 0.9679, 0.0487, 0.0135, 0.0242
Si, 1.9336, 8.2035, 0.9679, 0.0344, 0.0256, -0.0999
Si, 5.8008, 8.2035, 0.9679, -0.0249, 0.0976, -0.1065
Si, 9.6679, 8.2035, 0.9679, -0.0778, 0.0271, 0.1121
Si, 0, 9.5708, 0.9679, -0.027, 0.0304, 0.1611
Si, 3.8672, 9.5708, 0.9679, -0.1215, -0.1126, 0.0181
Si, 7.7343, 9.5708, 0.9679, 0.0681, -0.0736, 0.0062
Si, 11.5938, 0.0078, 2.9268, 0.0302, -0.0187, 0.0468
Si, 3.8273, -0.0001, 2.9114, 0.0184, 0.003, -0.0788
Si, 7.7364, -0.0041, 2.8978, -0.0038, 0.0078, 0.0695
Si, 1.9106, 1.3929, 2.9248, 0.0355, 0.0013, 0.0027
Si, 5.7864, 1.3125, 2.8362, -0.1164, -0.0095, 0.0516
Si, 9.6509, 1.3686, 2.9113, 0.0114, 0.0041, 0.033
Si, 11.5588, 5.4992, 2.8607, 0.0378, -0.0016, 0.0017
Si, 3.8645, 5.4828, 2.9069, -0.0147, -0.0054, -0.0128
Si, 7.7196, 5.5057, 2.8823, 0.0057, 0.0004, 0.0556
Si, 1.9067, 6.8139, 2.8782, -0.0012, 0.0067, -0.0095
Si, 5.7951, 6.8434, 2.8841, -0.0122, 0.0252, -0.0498
Si, 9.6537, 6.8773, 2.9441, 0.0083, 0.2437, 0.0035
Si, 1.8651, 2.837, 4.8218, -0.0261, -0.0071, -0.0649
Si, 5.7348, 2.6461, 4.7465, 0.0591, -0.1771, -0.1479
Si, 9.5746, 2.7821, 4.8216, -0.1006, -0.0564, -0.0264
Si, 11.4934, 4.154, 4.7707, 0.1433, -0.02, 0.1659
Si, 3.8647, 4.0923, 4.8215, 0.0256, -0.0211, 0.019
Si, 7.608, 4.052, 4.7334, -0.2275, 0.0585, 0.3601
Si, 1.8866, 8.1381, 4.8178, 0.0103, -0.0086, -0.0031
Si, 5.8047, 8.2583, 4.7654, 0.0391, -0.0113, 0.018
Si, 9.6781, 8.297, 4.8769, 0.0781, -0.0683, -0.075
Si, 11.6339, 9.6317, 4.9202, -0.0191, 0.1035, -0.1106
Si, 3.809, 9.4782, 4.7976, -0.0015, 0.0035, -0.0161
Si, 7.7325, 9.6527, 4.8927, 0.0681, -0.0337, -0.0992
Si, 11.6087, 0.2667, 6.7757, -0.0187, 0.0037, 0.1251
Si, 3.7406, -0.0708, 6.6699, 0.0649, 0.0015, 0.0641
Si, 7.7322, 0.0232, 6.908, 0.0831, -0.0312, 0.0344
Si, 2.0562, 1.5118, 6.7484, -0.0053, 0.0186, 0.028
Si, 5.7073, 1.221, 6.6472, -0.0344, 0.0456, 0.0146
Si, 9.6368, 1.5225, 6.8219, 0.0609, 0.0147, 0.0091
Si, 11.5222, 5.5303, 6.6865, 0.028, -0.0142, -0.0293
Si, 3.902, 5.3961, 6.811, -0.0123, 0.1227, 0.078
As, 7.6428, 5.5856, 6.6685, -0.1953, -0.4989, -0.6179
Si, 1.9447, 6.6959, 6.7028, -0.1058, -0.0454, -0.0063
Si, 5.6958, 6.9464, 6.7005, 0.0834, 0.0309, 0.3048
As, 9.7781, 7.1502, 7.0917, -0.2769, 0.0232, 0.6449
O, 10.5235, 7.9878, 8.618, 0.3895, 0.4471, 0.1533
O, 7.7574, 9.8501, 8.1831, -0.0831, 0.0556, -0.0309
O, 7.203, 4.6036, 8.1572, -0.0398, 0.0935, -0.2604
O, 3.361, 10.3575, 8.2307, -0.0147, -0.0136, -0.0507
O, 2.0012, 7.6411, 8.0528, 0.0483, -0.0248, -0.0568
O, 3.9814, 4.5574, 8.2616, -0.0042, 0.024, -0.0323
O, 9.7823, 2.4507, 8.2084, -0.0061, 0.0009, -0.0214
O, 2.6081, 2.3201, 8.1329, 0.0255, 0.011, -0.0222
O, 11.3915, 4.5726, 8.0312, -0.0388, -0.0337, 0.0167
O, 5.3473, 2.3268, 7.8265, 0.0211, 0.0107, 0.0228
O, 5.8761, 7.9219, 8.0484, 0.0992, -0.0338, -0.0437
O, 11.3254, 10.5372, 8.2515, 0.0024, -0.0097, 0.0088
O, 11.2745, 10.0823, 21.7968, 0.0023, 0.0011, 0.0073
O, 3.2346, 10.7079, 21.5369, 0.0002, 0.0027, 0.0095
O, 5.7743, 7.7743, 22.1636, -0.001, -0.0034, 0.012
O, 4.225, 4.4505, 21.9448, -0.0064, 0.005, 0.0132
O, 7.6886, 9.6815, 22.1926, 0.0022, 0.0001, 0.0067
O, 10.3305, 7.6613, 22.1713, -0.0039, -0.0033, 0.0108
O, 1.6197, 2.3929, 22.1071, 0.0038, -0.0046, 0.0161
O, 5.9424, 2.4338, 21.8781, -0.0011, -0.0038, 0.0146
O, 8.4401, 4.6991, 22.2089, -0.0002, 0.0078, 0.0173
O, -0.069, 4.443, 22.0411, 0.0011, 0.0038, 0.012
O, 2.3349, 7.3825, 21.933, 0.0012, -0.0102, 0.0217
O, 9.1347, 1.8874, 21.8723, 0.0014, -0.0004, 0.0128
Si, 2.0263, 7.9119, 9.641, -0.0332, 0.1265, 0.0148
Si, 5.0352, 0.5894, 17.689, 0.006, 0.0023, -0.0138
Si, 2.4712, 5.4431, 14.0102, -0.0062, 0.0091, 0.0116
Si, 10.5837, 3.8821, 14.045, -0.0021, 0.0027, -0.001
Si, 8.2907, 2.4008, 15.2685, 0.0089, 0.0105, -0.0065
Si, 9.5522, 2.242, 20.3436, -0.0023, -0.0054, -0.0183
Si, 10.4942, 3.673, 9.0496, 0.0055, -0.001, -0.0115
Si, 0.0453, 2.359, 11.5857, -0.0404, -0.012, -0.0332
Si, 11.0201, 8.1566, 15.4181, 0.0017, 0.0052, -0.0003
Si, 5.1573, 6.9341, 13.9875, 0.002, -0.0034, 0.0106
Si, 5.7597, 2.6209, 11.1487, -0.0522, -0.038, 0.027
Si, 8.5823, 7.6657, 19.3893, 0.0017, -0.0033, -0.0236
Si, 8.1186, 4.8414, 20.6229, 0, 0.0024, -0.0238
Si, 5.9063, 9.5813, 15.2133, 0.0012, -0.0041, -0.003
Si, 2.1195, 7.6431, 20.3458, 0.0009, -0.0022, -0.0322
Si, 1.9296, 4.8976, 18.7922, -0.0071, -0.0028, -0.0318
Si, 4.4892, 3.4443, 18.0125, -0.0011, 0.0035, -0.0168
Si, 8.4937, 8.9347, 16.8217, 0.0052, 0.0069, -0.0111
Si, 0.845, 9.5333, 13.3823, -0.037, 0.0179, -0.0059
Si, 9.9386, 10.7372, 11.8442, 0.0233, 0.0064, -0.0263
Si, 5.3495, 3.703, 21.0131, 0.0039, -0.003, -0.0249
Si, 0.5687, 5.5404, 16.273, 0.0009, -0.0011, -0.0224
Si, 11.0475, 9.3456, 9.3195, -0.0885, -0.1379, -0.1995
Si, 6.5712, 8.8954, 21.2919, -0.0029, 0.0049, -0.023
Si, 7.1058, 7.1079, 11.4809, 0.0039, 0.0055, 0.0061
Si, 2.6804, 0.7352, 12.2009, -0.0049, 0.0091, -0.0221
Si, 10.8955, 8.6793, 21.0363, -0.001, 0.005, -0.0227
Si, 6.0339, 4.3268, 15.6339, 0.0096, 0.0083, -0.0044
Si, 7.0742, 0.4934, 13.0138, 0.0232, -0.0065, -0.0136
Si, 4.0593, 2.9521, 8.6065, -0.0303, -0.0666, -0.0172
Si, 0.8667, 6.8125, 11.9046, 0.0132, 0.0093, 0.0843
Si, 6.6162, 9.0209, 9.0343, 0.0098, -0.0098, 0.0334
Si, 0.6704, 3.2858, 21.1422, 0.0015, 0.0001, -0.029
Si, 9.8045, 6.5469, 12.8898, -0.009, -0.0035, 0.0256
Si, 7.6713, 4.5301, 9.7221, 0.0949, 0.15, -0.1233
Si, 3.994, 10.075, 20.2243, 0.0015, 0.005, -0.021
Si, 4.2493, 3.0602, 13.5327, -0.0065, 0.0045, 0.0053
Si, 3.936, 10.0191, 9.7302, -0.0251, -0.0237, 0.0246
Si, 8.0626, 0.7944, 18.0324, 0.0013, -0.0035, -0.0192
O, 11.5871, 3.267, 12.9283, 0.0102, 0.001, 0.0126
O, 9.3038, 4.5393, 9.7676, -0.0143, -0.0583, 0.0584
O, 8.8075, 3.5998, 19.8534, -0.0004, 0.0034, 0.0072
O, 4.0456, -0.0478, 18.8213, -0.0013, -0.0053, 0.0106
O, 11.3102, 4.5428, 15.3347, -0.0007, 0.0014, -0.0032
O, 10.0089, 9.8921, 10.4548, 0.0389, -0.0435, 0.0286
O, 3.7544, 1.5668, 13.11, 0.002, 0.0086, 0.0071
O, 0.6766, 9.0793, 14.9422, -0.0025, -0.0104, -0.0126
O, 6.4777, 1.009, 18.3595, -0.0027, 0.0025, 0.0038
O, 4.7483, 3.1681, 19.6047, 0.0039, 0.0008, 0.0145
O, 6.2417, 1.1838, 11.7824, 0.0038, 0.0265, -0.0108
O, 0.9126, 9.06, 9.9927, 0.0792, 0.0401, 0.0531
O, 5.6413, 4.3168, 17.229, -0.0018, -0.0013, 0.0039
O, 8.4207, 7.1949, 12.4115, -0.0086, 0.0083, -0.0253
O, 4.4256, 2.6245, 10.1681, 0.0136, 0.0082, -0.0024
O, 2.0392, 5.6876, 15.5623, 0.0035, -0.0006, -0.0071
O, 3.4251, 0.0289, 10.9365, 0.0341, -0.0106, 0.0044
O, 5.8752, 7.2172, 12.5444, 0.0209, -0.0014, -0.0108
O, 2.3149, 6.3545, 19.3889, 0.0021, 0.0119, 0.0146
O, 0.6528, 4.9533, 17.7851, 0.006, 0.0009, 0.0109
O, 8.4168, 10.7063, 12.4262, -0.0145, 0.0025, 0.0126
O, 5.5509, 10.1314, 9.5783, 0.0159, -0.0251, -0.0282
O, 0.6044, 8.2036, 20.1949, -0.0024, -0.0012, 0.0082
O, 9.7605, 2.6226, 14.642, -0.0093, 0.0014, -0.0043
O, 2.033, 10.6207, 13.2565, 0.007, -0.0002, 0.0038
O, 9.9342, 9.1291, 16.112, -0.0011, -0.0034, 0.0024
O, 6.1261, 10.3513, 13.788, -0.0011, 0.0014, -0.0015
O, 7.4417, 1.5891, 14.1541, -0.0098, 0.002, 0.0097
O, 1.6503, 3.921, 20.0388, -0.0043, -0.0069, 0.016
O, 5.8957, 5.7892, 14.9131, -0.004, 0.0022, 0.0034
O, 7.3304, 8.9406, 15.6971, -0.003, 0.004, 0.0018
O, 1.4964, 1.64, 11.5561, 0.0272, -0.0111, 0.0171
O, 7.1828, 8.304, 10.3747, 0.0007, 0.0117, -0.0437
O, 4.3089, 1.9909, 17.2788, 0.0014, 0.0007, 0.0047
O, 7.0723, 3.158, 10.3596, 0.0243, 0.0778, -0.1126
O, 11.5072, 7.0146, 16.4598, -0.0019, 0.0044, -0.0039
O, 8.2596, 10.1495, 17.8426, -0.0014, 0.0095, -0.0009
O, 3.4948, 8.4796, 10.0715, -0.019, 0.0157, -0.0086
O, 7.5866, 3.8491, 15.5247, -0.0023, -0.0007, -0.0017
O, 3.1362, 4.314, 17.8916, 0.0014, 0.0007, 0.0068
O, 2.8904, 3.9109, 13.7173, 0.0013, -0.0071, -0.0079
O, 1.309, 8.2469, 12.5184, -0.0023, -0.0109, 0.004
O, 1.2101, 5.7008, 13.0262, 0.0057, 0.0008, 0.0091
O, 4.9671, 8.2967, 14.8705, -0.0004, 0.0057, -0.0001
O, 11.1743, 2.3907, 20.3299, 0.0029, 0.001, 0.0099
O, 10.9934, 10.1099, 12.9139, 0.0148, -0.0113, 0.0195
O, 5.2809, 3.6015, 12.3738, 0.0121, 0.0004, -0.0069
O, 5.0788, 3.1999, 14.9225, -0.001, -0.0048, -0.0085
O, 6.4875, 4.795, 20.5526, -0.001, 0.0002, 0.0058
O, 8.4484, 1.5909, 16.6685, 0.0031, 0.0062, 0.0065
O, 10.3712, 1.3437, 11.5732, 0.0221, 0.0089, 0.0044
O, 10.8656, 6.6945, 11.652, 0.0102, 0.0013, -0.0023
O, 3.2639, 8.6796, 19.8506, -0.0026, -0.001, 0.0062
O, 1.6819, 6.5721, 10.5117, 0.0184, -0.024, -0.002
O, 7.1676, 8.1914, 19.9739, -0.0047, 0.0031, 0.0154
O, 8.4927, 7.591, 17.7581, -0.0007, -0.0022, 0.0107
O, 3.6657, 6.4429, 13.6044, -0.0003, 0.0054, -0.0035
O, 9.609, 4.987, 13.329, -0.0068, 0.0097, -0.0054
O, 5.5283, 9.997, 20.7487, 0.0045, -0.0056, 0.0085
O, 10.3368, 7.4082, 14.1509, 0.0067, 0.006, -0.0079
O, 8.7839, 6.1596, 19.959, -0.0015, -0.0047, 0.0086
O, 7.0563, 5.7318, 10.6224, -0.0119, -0.0497, 0.0157
O, 5.2553, 10.5375, 16.3881, -0.0009, 0.0053, 0.0036
O, 9.0494, 1.1373, 19.2733, 0.0015, -0.0006, 0.0105
O, 11.535, 3.2077, 10.2021, -0.0284, 0.0155, 0.0025
O, 9.7429, 8.706, 19.8841, 0.0039, 0.0008, 0.009

Results
free energy: -153070.839 eV
free energy less fixed offsets of As -4856.12, O -568.88, Si -635.61 eV per atom: 4.051 eV

The program warned: the cutoff lies below the one the program advises for these potential files; the exchange-correlation potential is rough where the density is thin.
